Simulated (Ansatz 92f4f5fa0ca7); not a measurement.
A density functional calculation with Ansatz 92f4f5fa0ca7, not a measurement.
Periodic cell of 264 atoms, Si152O112, from a study of silicon, its oxide and their interface. The atomic structure is a simulated model.
This geometry differs little from another in the collection (a relaxation step or a small displacement).

Settings: functional r2SCAN; potential files Ansatz PAW; basis plane waves; wave-function cutoff 800 eV; density cutoff ratio 5; exchange-correlation grid ratio 1; k mesh 1 x 1 x 1, shifted by 0.5 0.5 0 of a step; self-consistency stop 1e-10 eV per atom in the density residual; occupations fixed; spin none; net charge 0.

Cell vectors (angstrom)
a	10.888	0	0
b	0	10.888	0
c	0	0	37.1242

Atoms: element, x, y, z (angstrom)
Si	-0.3096	0.2944	0.0867
Si	2.8719	2.5134	0.1403
Si	-0.2178	5.7417	0.0579
Si	3.2264	8.0078	0.1028
Si	5.2335	0.3192	0.2054
Si	8.4948	2.6337	-0.0105
Si	5.2573	5.6107	0.0097
Si	8.3851	7.9795	0.1815
Si	1.3113	1.3528	1.4258
Si	4.0391	4.141	1.3624
Si	1.4597	6.8954	1.2576
Si	4.2134	9.5511	1.5198
Si	6.8951	1.4833	1.334
Si	9.6126	4.1221	1.399
Si	6.8054	6.7623	1.3987
Si	9.4781	9.6188	1.4237
Si	0.038	2.7661	2.7924
Si	2.7017	-0.0219	2.7683
Si	0.0531	8.2219	2.6718
Si	2.7095	5.5106	2.7209
Si	5.4595	2.7844	2.6987
Si	8.1401	0.076	2.7743
Si	5.5382	8.1616	2.8274
Si	8.1764	5.4188	2.752
Si	1.3923	4.1357	4.1144
Si	4.1005	1.3839	4.0545
Si	1.3574	9.5228	4.1293
Si	4.0904	6.8214	4.1093
Si	6.8007	4.0896	4.1158
Si	9.532	1.403	4.1186
Si	6.8493	9.5642	4.1523
Si	9.5657	6.8343	4.0354
Si	-0.0021	0.0164	5.4617
Si	2.7486	2.7426	5.4365
Si	-0.0039	5.4727	5.447
Si	2.7208	8.162	5.4775
Si	5.4324	0.0161	5.4567
Si	8.1484	2.7277	5.4773
Si	5.4428	5.4507	5.4638
Si	8.2251	8.1813	5.4489
Si	1.3745	1.3781	6.7912
Si	4.086	4.0827	6.8234
Si	1.3537	6.8032	6.8337
Si	4.0837	9.5324	6.8141
Si	6.796	1.3561	6.8331
Si	9.5179	4.102	6.8001
Si	6.825	6.8193	6.7825
Si	9.5484	9.5355	6.8342
Si	-0.0092	2.7256	8.1396
Si	2.7127	-0.0008	8.1552
Si	0.0021	8.169	8.195
Si	2.7108	5.4285	8.1826
Si	5.4186	2.7054	8.1826
Si	8.1602	-0.0149	8.1843
Si	5.4563	8.1559	8.1482
Si	8.1498	5.4471	8.1551
Si	1.337	4.0562	9.5255
Si	4.0572	1.331	9.5388
Si	1.379	9.5278	9.5322
Si	4.0902	6.801	9.5112
Si	6.7752	4.0865	9.5024
Si	9.5382	1.3585	9.5121
Si	6.7981	9.4963	9.5311
Si	9.4996	6.7993	9.5212
Si	0.0208	0.0006	10.8818
Si	2.6694	2.67	10.8932
Si	-0.0262	5.4364	10.8595
Si	2.7484	8.1624	10.8832
Si	5.4066	-0.0648	10.8811
Si	8.1251	2.7066	10.8267
Si	5.4125	5.4237	10.8838
Si	8.1417	8.1342	10.9084
Si	1.3546	1.3149	12.3243
Si	4.0283	4.0418	12.2061
Si	1.3704	6.7886	12.1899
Si	4.0743	9.4907	12.3241
Si	6.7805	1.3092	12.1658
Si	9.4564	4.0826	12.1718
Si	6.7397	6.788	12.2728
Si	9.5616	9.502	12.1994
Si	-0.1266	2.7078	13.5246
Si	2.7404	-0.0527	13.7436
Si	0.0785	8.1769	13.5552
Si	2.6569	5.3917	13.5675
Si	5.3779	2.6322	13.4979
Si	8.1632	-0.041	13.5023
Si	5.3945	8.1008	13.723
Si	8.1133	5.4128	13.573
Si	1.1249	4.1217	14.8579
Si	4.2179	1.255	15.0551
Si	1.3901	9.4692	15.1113
Si	3.9788	6.6805	15.0362
Si	6.7416	3.9546	14.8261
Si	9.4394	1.3487	14.9112
Si	6.8673	9.506	14.9471
Si	9.5167	6.8367	14.8012
Si	-0.2192	-0.1155	16.2472
Si	3.188	2.6198	16.6481
Si	0.0095	5.6438	16.2163
Si	2.3778	7.7255	16.4564
Si	6.0736	0.3992	16.1994
Si	7.615	2.2274	16.1376
Si	5.1812	5.0135	16.1815
Si	8.57	8.4536	16.1471
Si	-10.1606	5.966	34.3976
Si	-10.768	11.6158	23.9826
Si	-2.2118	7.3517	23.3234
Si	-4.4239	-15.6007	24.9319
Si	27.8937	29.0251	30.3653
Si	8.0709	18.7017	19.0186
Si	10.3876	4.362	19.0551
Si	3.2654	2.3987	29.3089
Si	32.2902	-3.6553	25.759
Si	4.0585	4.2021	24.3507
Si	-4.7842	9.9667	19.0614
Si	3.8921	7.7455	19.224
Si	5.6821	31.1363	28.1107
Si	7.5657	46.76	19.2191
Si	4.8227	0.2039	34.4149
Si	30.3577	26.9637	27.0064
Si	28.4891	11.8364	21.2324
Si	26.401	26.4968	30.7207
Si	11.3408	33.9616	28.4709
Si	9.5446	13.1905	26.223
Si	-19.8874	8.7746	30.4598
Si	22.2917	-26.5619	31.4957
Si	-6.565	29.9932	25.6854
Si	15.2102	-11.0614	30.3675
Si	4.3601	1.9468	26.5175
Si	25.9045	34.5077	22.5586
Si	7.0613	11.2477	26.0754
Si	-3.2858	29.2843	34.4997
Si	13.8666	10.9157	24.9111
Si	4.9411	-2.6946	33.1954
Si	1.7174	11.5152	21.4436
Si	10.2265	21.0725	30.2186
Si	18.1172	14.418	31.8973
Si	19.6589	9.6648	32.8038
Si	-8.5513	-2.4657	34.4678
Si	24.0961	12.8896	34.3581
Si	-0.4908	6.8395	20.7996
Si	22.3205	9.2395	27.9549
Si	-4.9351	16.5909	18.969
Si	-8.786	19.2612	21.7164
Si	8.2665	21.1677	23.3624
Si	22.2614	-0.2266	34.3121
Si	24.3207	4.4517	32.6721
Si	12.0359	23.4084	18.6039
Si	18.0901	4.5624	34.9277
Si	8.6875	27.2714	30.1747
Si	2.2484	28.4025	24.399
Si	-4.3373	0.7329	32.3692
O	-14.8108	4.0309	-3.7108
O	11.7686	1.3203	-3.0727
O	8.9189	3.9881	-17.5205
O	5.842	4.8901	-1.3555
O	14.1669	8.1013	-16.4704
O	-1.3052	-4.2539	-14.9378
O	5.9329	14.7128	-6.1458
O	16.7097	12.2924	-11.058
O	-6.9557	14.1213	-11.4906
O	6.3056	-2.5383	-7.9266
O	9.5945	20.5017	-20.4053
O	-7.8985	19.7883	-1.2568
O	-0.3639	34.9252	-9.6383
O	1.6329	9.6701	-3.3913
O	4.0898	12.3392	-0.0337
O	30.2191	15.9373	-8.5058
O	3.0995	1.4785	21.3684
O	11.6339	7.8064	21.0896
O	-11.9536	27.9742	26.7706
O	16.7153	10.7426	20.4343
O	13.7627	-2.8886	17.9876
O	22.2198	13.9422	18.9439
O	6.2886	15.0805	19.4415
O	15.0661	-6.9869	16.8982
O	7.4737	12.8218	31.8209
O	2.6614	12.8108	18.0334
O	8.1581	7.5539	17.4311
O	1.8165	3.1168	15.9565
O	-5.2294	18.472	25.0192
O	-4.9879	0.0775	17.8069
O	-11.3719	1.9587	24.8692
O	45.0864	29.1243	31.1612
O	0.2885	8.4564	26.5781
O	0.8901	21.6997	27.6962
O	4.4575	6.2205	19.3285
O	-22.571	9.2411	28.8884
O	-4.0881	-0.8096	27.1734
O	30.7985	9.8116	31.2034
O	10.2408	15.8798	17.5607
O	16.9416	27.5068	17.3531
O	-3.3694	17.1908	23.712
O	3.7764	9.5166	24.9001
O	7.4549	-11.2591	33.1037
O	20.7003	10.5493	23.7627
O	-12.8979	25.5574	26.235
O	-16.0989	34.3363	22.1998
O	-14.1875	6.6133	30.5919
O	1.7265	2.1907	28.8839
O	11.2147	0.7498	17.5156
O	12.0496	-4.2092	16.7273
O	8.4735	29.922	33.2795
O	29.5318	13.6051	17.6926
O	14.4366	23.0166	30.4029
O	11.616	6.4825	24.8651
O	14.0004	7.1665	25.6452
O	25.7263	37.7252	32.152
O	8.088	-2.1213	22.8
O	0.6819	23.0283	22.5388
O	29.6794	11.2341	22.1169
O	4.0364	25.1541	22.9762
O	20.8873	10.323	33.5748
O	23.5243	30.3595	28.8349
O	-3.6145	21.4565	24.6128
O	-9.7435	22.4989	19.9379
O	7.844	19.3071	35.8197
O	5.5157	18.8141	31.7038
O	8.0215	16.8517	34.7732
O	15.1933	13.2147	28.0698
O	-12.3362	-14.0054	24.6881
O	16.3163	5.0202	24.5295
O	23.186	-17.0346	31.5285
O	25.1151	22.5527	34.5666
O	13.2077	-29.8139	35.7467
O	16.9056	7.5079	34.1762
O	26.4253	19.4117	27.2122
O	20.4287	23.2255	36.6453
O	3.5262	36.5371	29.9002
O	2.7818	26.9247	24.1211
O	-10.5623	10.4289	35.906
O	14.1486	22.556	26.3052
O	-1.2976	6.937	36.9853
O	9.4877	7.6169	19.7213
O	13.5911	24.6697	33.062
O	3.7007	33.5529	23.7672
O	10.3727	0.8424	29.7122
O	21.6693	6.1882	33.0091
O	16.0002	-2.1595	18.8836
O	-14.3881	12.825	20.1657
O	-3.8499	17.6049	19.6115
O	8.496	4.2426	31.1846
O	-5.208	10.8969	31.2148
O	2.3988	7.611	23.1115
O	-8.9064	9.9757	21.8896
O	0.0475	16.3428	20.1281
O	18.1237	5.8133	26.3212
O	12.9718	5.18	34.0263
O	7.5957	42.0148	19.1856
O	16.4658	-0.1439	35.7957
O	16.4948	-9.5629	33.5398
O	8.0008	3.4207	35.7574
O	-0.6871	16.9389	30.4087
O	12.2624	10.8473	24.6881
O	-2.4831	1.175	26.4227
O	15.9556	16.9623	29.9418
O	-6.0794	-0.4015	28.8461
O	25.1109	20.3539	30.7893
O	0.7544	9.8335	30.9309
O	14.3126	-3.202	33.4999
O	10.9156	-5.6827	35.6362
O	15.6883	-1.1223	33.5066
O	4.2053	6.7921	36.6995
O	1.1536	7.423	34.9181

Results
free energy: -161109.940 eV
free energy less fixed offsets of O -570.45, Si -639.56 eV per atom: -6.420 eV

Forces (eV/angstrom), in the order of the atoms: element, x, y, z
Si	0.013	-0.0136	-0.0805
Si	-0.006	-0.0029	-0.0865
Si	0.0005	-0.0024	-0.0885
Si	-0.0028	0.0176	-0.0827
Si	-0.0027	-0.006	-0.0864
Si	-0.0059	0.0131	-0.0736
Si	0.0078	-0.0071	-0.0761
Si	-0.0066	0.003	-0.0836
Si	-0.0006	0.0014	0.0053
Si	0.0004	-0.0017	0.0051
Si	-0.0007	0.0004	0.0044
Si	-0.0009	0.0019	0.0028
Si	-0.0003	0	0.0045
Si	-0.0004	0.0004	0.0046
Si	0.0003	0	0.006
Si	0	-0.0008	0.0038
Si	0.0004	0.0008	-0.0003
Si	-0.0007	-0.0007	-0.001
Si	0.0015	0.0002	-0.0013
Si	-0.0024	0.0004	0.0009
Si	-0.0001	0.0004	-0.0008
Si	-0.0017	-0.0002	-0.0012
Si	0.0008	0.0009	0.0003
Si	-0.001	-0.0005	-0.0009
Si	0.0005	0.0005	-0.0008
Si	-0.0005	0.0006	0.0004
Si	-0.0012	0.0005	0.0004
Si	-0.0002	-0.0001	0.0001
Si	-0.0006	-0.0002	0.0004
Si	-0.0003	0	0.0001
Si	0.0002	0.0006	0.0005
Si	-0.0003	0.0002	-0.0002
Si	-0.0003	0.0003	-0.0002
Si	-0.0009	0.0004	0.0003
Si	-0.0009	0	0.0001
Si	-0.0008	0.0007	-0.0001
Si	-0.0004	0.0002	0
Si	-0.0009	0.0007	0
Si	-0.0001	0.0003	-0.0003
Si	-0.0006	-0.0001	0.0001
Si	-0.0001	0.0006	0.0003
Si	-0.0001	0.0004	-0.0001
Si	-0.0005	0.0004	0.0002
Si	-0.0005	0.0004	0.0001
Si	-0.0003	0.0006	0.0001
Si	-0.0008	0.0004	0
Si	-0.0002	0.0006	0.0009
Si	-0.0002	0.001	0.0004
Si	-0.001	0.0005	0.0004
Si	-0.0011	0.0002	0.0009
Si	-0.0007	0.0004	0.0007
Si	-0.0006	0	0.0007
Si	-0.0003	0.0004	0.0006
Si	-0.0009	0.0002	0.0006
Si	-0.0004	0.0003	0.0006
Si	-0.0006	0	0.0003
Si	-0.0002	0	0.0006
Si	0	-0.0002	0.0008
Si	0.0002	0	0.0002
Si	-0.0009	0.0001	0.0006
Si	0.0001	-0.0006	0.0005
Si	-0.0005	-0.0004	0.0007
Si	-0.0005	0.0002	0.001
Si	-0.0003	0	0.0009
Si	0	0.0013	0.0002
Si	-0.0003	0.0001	0.0008
Si	-0.0008	0.0004	0.0001
Si	-0.0008	0.0001	0
Si	-0.0007	0.0005	0.0004
Si	0	0	-0.0003
Si	-0.0004	0.0004	0.0001
Si	-0.0009	-0.0001	0.0005
Si	-0.0024	0.0003	0.0002
Si	-0.0008	0.0002	0.0006
Si	0.0005	0.0016	-0.0005
Si	-0.0003	0.0002	0.0006
Si	-0.0013	-0.0005	-0.0013
Si	-0.0002	-0.0007	0.0001
Si	-0.0005	-0.0005	0.0003
Si	0.0012	-0.0003	-0.0001
Si	0.0014	0.0029	-0.0016
Si	-0.0005	0.0009	-0.0005
Si	-0.0005	-0.0012	-0.0005
Si	-0.0056	-0.0016	0.0021
Si	-0.0013	0.0017	-0.001
Si	-0.0005	0.0018	-0.0002
Si	-0.0006	0.0014	-0.0029
Si	-0.0004	-0.0009	-0.0015
Si	-0.0073	0.0102	-0.0174
Si	-0.0009	-0.005	0.0049
Si	0.0017	0.0033	0.0044
Si	0.001	0.0002	0.0062
Si	-0.0003	0.0006	0.0049
Si	0.0019	-0.0014	0.0039
Si	-0.0005	-0.0024	0.0087
Si	-0.0008	0.0007	0.0025
Si	-0.0102	-0.0169	-0.0677
Si	0.0162	0.0057	-0.083
Si	0.0114	0.0136	-0.0787
Si	-0.0103	-0.0028	-0.085
Si	0.0062	0.0155	-0.0678
Si	-0.0076	-0.0213	-0.0604
Si	-0.0143	-0.0071	-0.0652
Si	0.0085	0.0167	-0.0719
Si	0.0205	0.0039	-0.1848
Si	0.0175	-0.0175	-0.1903
Si	0.0326	-0.0099	-0.2021
Si	-0.0043	-0.0029	-0.1661
Si	0.0307	0.0135	-0.1921
Si	-0.03	-0.0048	-0.157
Si	-0.0094	-0.0171	-0.1509
Si	0.0019	-0.0309	-0.1978
Si	-0.0129	-0.019	-0.204
Si	-0.014	-0.0005	-0.1681
Si	-0.0046	0.0058	-0.1713
Si	0.0024	-0.0094	-0.1776
Si	-0.0012	0.0036	-0.2312
Si	0.011	0.0242	-0.1681
Si	0.0071	0.0068	-0.1748
Si	-0.005	0.0216	-0.2132
Si	-0.0102	0.0085	-0.2108
Si	-0.0123	-0.0054	-0.1648
Si	-0.0132	0.0223	-0.1738
Si	-0.0048	-0.0276	-0.181
Si	-0.0055	0.031	-0.1688
Si	-0.0047	0.0267	-0.1788
Si	-0.0292	-0.0206	-0.1769
Si	-0.0294	0.0116	-0.1856
Si	-0.0136	-0.0002	-0.2147
Si	0.0307	-0.0177	-0.1832
Si	0.0177	0.0018	-0.1871
Si	-0.0152	0.0077	-0.1656
Si	-0.0103	0.0184	-0.1848
Si	0.0151	-0.0037	-0.1799
Si	-0.0105	-0.0095	-0.2044
Si	0.0385	0.026	-0.1928
Si	0.0158	0.007	-0.1892
Si	-0.0066	0.0237	-0.1767
Si	0.0024	-0.012	-0.1574
Si	0.0085	-0.0015	-0.1661
Si	0.0027	-0.0238	-0.1966
Si	-0.0064	-0.0118	-0.2085
Si	-0.0022	-0.0052	-0.1286
Si	0.0145	0.0043	-0.2092
Si	0.0003	0.0125	-0.1976
Si	-0.0224	-0.0089	-0.1693
Si	0.0224	0.0233	-0.17
Si	0.0041	0.0147	-0.1798
Si	0.0044	0.01	-0.1842
Si	-0.0194	-0.0031	-0.2032
Si	0.0115	0.0247	-0.1794
Si	-0.0022	-0.0113	-0.1688
O	-0.0024	0.032	0.1532
O	0.0035	-0.0007	0.0549
O	-0.002	0.0027	0.054
O	-0.036	0.0173	0.0896
O	-0.0548	0.0177	0.1243
O	-0.0488	0.0231	0.1378
O	0.0295	-0.0138	0.0716
O	-0.0083	0.0016	0.0618
O	0.008	-0.0476	0.1113
O	0.0081	-0.0553	0.1241
O	-0.0029	-0.0046	0.0366
O	0.0165	-0.0087	0.1137
O	0.0449	-0.024	0.1106
O	0.0014	-0.0002	0.063
O	0.001	0.0043	0.0449
O	0.0021	0.0113	0.1822
O	0.0283	0.0123	0.0846
O	0.0193	0.0134	0.0669
O	-0.0229	-0.0319	0.0861
O	0.0088	0.0352	0.1031
O	0.0343	0.0005	0.1188
O	-0.0053	0.0064	0.0506
O	0.0005	-0.0128	0.0519
O	-0.0052	0.0007	0.0342
O	-0.0064	-0.0075	0.0582
O	-0.0372	-0.0168	0.0763
O	-0.0116	-0.0143	0.1037
O	0.0133	-0.018	0.0455
O	-0.0135	0.0183	0.0613
O	-0.0006	-0.0382	0.1215
O	-0.0369	0.041	0.1118
O	-0.0145	-0.0472	0.0755
O	0.0214	0.0553	0.1229
O	-0.0046	-0.0005	0.0756
O	-0.0096	0.0088	0.0494
O	-0.0192	0.0139	0.1063
O	-0.0308	-0.0426	0.1078
O	-0.0426	-0.0169	0.1303
O	-0.0108	-0.025	0.1069
O	0.0155	0.0144	0.1052
O	-0.0376	-0.0165	0.0911
O	0.0199	-0.0217	0.0703
O	0.0054	-0.0116	0.0604
O	0.0124	0.0104	0.0634
O	-0.003	0.0199	0.0649
O	-0.0465	0.0172	0.085
O	-0.0069	0.0039	0.063
O	0.0271	0.0116	0.0677
O	0.0275	0.0352	0.0906
O	0.001	-0.003	0.0426
O	-0.0181	-0.0332	0.0828
O	-0.006	0.0284	0.1244
O	0.0144	-0.0266	0.0798
O	-0.0363	0.0083	0.0806
O	0.025	0.0166	0.077
O	-0.0343	0.0004	0.0928
O	0.002	-0.0016	0.07
O	-0.0391	0.0011	0.1248
O	0.0409	-0.041	0.1204
O	-0.0003	0.0398	0.0946
O	0.0439	0.0155	0.0787
O	0.0269	-0.0085	0.1236
O	-0.0379	0.0279	0.1369
O	0.0195	-0.0321	0.1422
O	0.0164	0.0122	0.1186
O	-0.0336	0.0258	0.1404
O	-0.0017	-0.0134	0.059
O	-0.0331	0.019	0.1537
O	0.0409	-0.0042	0.1221
O	0.0188	0.0146	0.057
O	0.0152	-0.0104	0.0759
O	-0.006	0.0021	0.0531
O	0.0093	0.0143	0.1233
O	0.0359	-0.0143	0.0735
O	0.037	0.0296	0.1316
O	-0.0035	0.0037	0.0396
O	0.0222	0.0508	0.0897
O	0.0048	0.0008	0.0545
O	-0.022	0.0118	0.1208
O	0.0181	0.0258	0.1037
O	0.0014	0.0016	0.0427
O	0.0457	-0.0134	0.0931
O	-0.0102	-0.0399	0.0856
O	-0.0255	-0.0399	0.1311
O	-0.0258	-0.0336	0.0925
O	0.0019	-0.0034	0.1312
O	-0.0039	0.0009	0.0487
O	-0.021	-0.0554	0.1013
O	0.0092	0.0055	0.0509
O	-0.0241	-0.0352	0.0901
O	0.0573	0.0224	0.1097
O	0.0064	-0.0541	0.145
O	-0.0021	0.0061	0.0624
O	0.0028	0.0507	0.0863
O	0.0439	-0.023	0.1083
O	-0.0238	0.0172	0.0861
O	0.0022	0.0066	0.0476
O	0.0152	0.0007	0.1249
O	-0.0322	-0.0062	0.0923
O	0.0256	-0.0385	0.0919
O	0.0423	0.0054	0.0847
O	0.0221	-0.012	0.0733
O	0.0072	0.0098	0.0624
O	-0.0054	-0.0129	0.0666
O	-0.0293	0.0239	0.121
O	0.0008	-0.0114	0.0651
O	0.0061	-0.0066	0.0746
O	-0.0315	0.0077	0.075
O	-0.0224	-0.0088	0.1189
O	-0.0093	0.0259	0.0745
O	0.0012	-0.0056	0.0447
O	0.0011	0.0054	0.0639

The program warned: the cutoff lies below the one the program advises for these potential files; the forces do not sum to zero within the program's tolerance; empty levels may hold ghost states of the PAW files; the exchange-correlation potential is rough where the density is thin.
